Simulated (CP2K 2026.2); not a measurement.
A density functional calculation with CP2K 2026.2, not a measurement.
Periodic cell of 504 atoms, Si360O144, from a study of silicon, its oxide and their interface. The atomic structure is a simulated model.
Doubt: the forces sum to 1.30 eV/angstrom along one axis rather than to zero, so they err by at least 0.0026 eV/angstrom per atom on average; the grid cutoff is modest.

Settings
functional: PBE
method: Gaussian and plane waves
basis set: DZVP-MOLOPT-SR-GTH
pseudopotentials: GTH-PBE
grid cutoff: 300 Ry, relative cutoff 40 Ry
k points: Gamma only
occupations: fixed
spin: none
net charge: 0

Cell vectors (angstrom)
a	16.32	0	0
b	0	16.32	0
c	8.1643	5.9898	33.9941

Atoms and the computed forces on them: element, x, y, z (angstrom), force x, y, z (eV/angstrom)
Si	1.633	-1.695	0.098	-0.028	0.032	0.699
Si	3.809	1.481	0.092	0.232	-0.049	0.713
Si	1.595	3.737	-0.073	-0.182	0.258	0.734
Si	4.33	6.52	-0.059	-0.116	0.194	0.759
Si	1.131	-6.535	0.045	0.173	-0.057	0.712
Si	3.966	-3.793	-0.063	0.067	-0.265	0.67
Si	7.059	-1.668	0.023	-0.078	0.215	0.777
Si	9.812	1.071	0.067	-0.113	0.116	0.802
Si	6.576	4.343	-0.003	0.071	-0.181	0.743
Si	9.232	7.089	0.137	0.141	-0.09	0.789
Si	7.097	9.364	0.076	-0.287	0.032	0.703
Si	-7.124	-3.966	0.009	0.283	-0.061	0.704
Si	-4.334	-1.169	-0.006	0.137	-0.171	0.741
Si	-1.776	1.731	0.023	0.117	-0.076	0.805
Si	-3.926	4.048	-0.09	-0.228	0.157	0.721
Si	-1.615	7.262	0.184	0.149	-0.325	0.705
Si	-3.861	-6.926	0.625	-0.093	-0.049	0.643
Si	-1.171	-4.429	0.094	-0.049	0.169	0.694
Si	2.673	-0.051	1.417	0.001	-0.007	-0.017
Si	5.438	2.706	1.281	-0.006	0.012	-0.041
Si	2.723	5.379	1.233	0.01	-0.006	-0.054
Si	5.444	8.15	1.258	0.012	-0.01	-0.043
Si	2.758	-5.372	1.266	0.009	0.032	-0.035
Si	5.462	-2.714	1.38	0.012	0.003	-0.039
Si	8.21	-0.076	1.338	0.011	-0.014	-0.046
Si	-5.428	2.78	1.274	0.009	-0.021	-0.044
Si	8.084	5.488	1.395	-0.011	-0.002	-0.059
Si	-5.521	8.122	1.564	-0.041	-0.019	-0.02
Si	8.155	10.876	1.487	-0.013	0.01	-0.028
Si	-5.474	-2.781	1.279	-0.007	-0.011	-0.037
Si	-2.785	0.034	1.307	-0.007	0.005	-0.06
Si	-0.053	2.731	1.294	0.004	-0.011	-0.065
Si	-2.717	5.504	1.314	0.005	0	-0.033
Si	0.05	8.25	1.464	0.004	0.022	-0.068
Si	-2.554	-5.422	1.715	0.04	0.049	-0.008
Si	0.008	-2.81	1.354	-0.001	-0.008	-0.054
Si	1.268	1.333	2.696	-0.008	0.018	0.022
Si	4.066	4.053	2.675	0.006	0.008	0.032
Si	1.404	6.761	2.653	0.023	0.007	0.013
Si	4.072	9.516	2.616	0.003	0.007	0.002
Si	1.401	-4.098	2.746	0.005	-0.019	0.025
Si	4.116	-1.341	2.745	-0.001	-0.005	0.024
Si	6.82	1.341	2.632	0.001	-0.011	0
Si	9.497	4.083	2.662	0.019	0.01	-0.008
Si	6.747	6.845	2.752	-0.006	0.015	0.033
Si	9.512	9.559	2.866	0.006	-0.008	0.015
Si	6.745	12.216	2.778	-0.003	-0.001	0.022
Si	-6.789	-1.431	2.733	0.017	0.013	0.017
Si	-4.103	1.405	2.706	-0.023	-0.011	0.028
Si	-1.346	4.135	2.676	-0.019	-0.003	0.03
Si	-4.095	6.738	2.791	0.025	-0.001	0.014
Si	-1.232	-6.817	2.976	0.007	-0.041	0.045
Si	-4.088	-4.021	2.761	-0.026	0.018	0.013
Si	-1.369	-1.348	2.629	-0.006	0.005	0.005
Si	-0.045	-0.022	4.066	0	-0.003	0.02
Si	2.688	2.697	4.027	0.011	-0.001	-0.01
Si	0.02	5.454	4.055	-0.016	-0.002	0.002
Si	2.744	8.149	4.021	-0.013	0.002	-0.01
Si	0.111	-5.413	4.216	0.02	0.007	0.011
Si	2.741	-2.711	4.088	-0.014	-0.009	-0.013
Si	5.473	0.028	4.066	-0.004	-0.001	0.001
Si	8.153	2.708	4.022	0.005	0.002	0
Si	5.404	5.431	4.066	-0.013	0.001	-0.013
Si	8.119	8.172	4.14	-0.013	-0.005	-0.011
Si	5.39	10.837	4.084	-0.007	0.008	-0.007
Si	8.144	-2.742	4.105	0.015	0.006	-0.02
Si	-5.451	0.006	4.061	-0.001	0.003	-0.023
Si	-2.707	2.746	4.047	0.013	-0.018	-0.017
Si	-5.466	5.385	4.103	0.001	0.002	-0.004
Si	-2.721	8.12	4.15	0	0.022	-0.009
Si	-5.414	-5.398	4.149	0.01	-0.011	-0.005
Si	-2.72	-2.652	4.072	0.013	-0.009	-0.003
Si	1.333	-1.356	16.337	0.008	0.017	-0.002
Si	4.05	1.367	16.275	-0.009	-0.011	-0.014
Si	1.368	4.088	16.333	0.007	0.014	0.001
Si	4.095	6.825	16.369	0.002	0.011	-0.003
Si	1.375	-6.797	16.293	-0.011	0.006	-0.009
Si	4.073	-4.088	16.296	-0.004	0.013	-0.016
Si	6.823	-1.387	16.289	-0.003	-0.007	-0.008
Si	-6.778	1.346	16.308	0.017	0.001	-0.017
Si	6.82	4.097	16.328	0.017	-0.01	-0.004
Si	-6.793	6.839	16.293	-0.003	-0.004	-0.006
Si	6.79	9.525	16.37	-0.002	0.003	0.007
Si	-6.819	-4.129	16.358	-0.017	-0.015	0.002
Si	-4.077	-1.388	16.321	-0.009	0.006	-0.011
Si	-1.333	1.346	16.292	-0.013	0.007	-0.01
Si	-4.048	4.092	16.279	-0.014	-0.003	-0.012
Si	-1.374	6.771	16.289	-0.003	0.008	-0.025
Si	-4.103	9.528	16.34	0.007	-0.007	-0.01
Si	-1.383	-4.077	16.331	-0.002	-0.021	-0.005
Si	2.693	0.039	17.663	0.013	-0.011	0.01
Si	5.41	2.717	17.615	-0.004	0.015	-0.006
Si	2.717	5.465	17.706	-0.007	-0.01	0.028
Si	5.438	8.191	17.775	0.003	-0.005	-0.002
Si	2.74	-5.455	17.668	-0.003	-0.009	0
Si	5.456	-2.746	17.629	0.003	0	0.009
Si	8.171	-0.023	17.649	0.005	-0.006	-0.005
Si	-5.371	2.71	17.615	0.009	-0.01	0
Si	8.189	5.497	17.657	0.011	-0.001	0.017
Si	-5.427	8.134	17.706	0.016	0.021	-0.003
Si	8.142	10.85	17.776	0.001	0.018	0.023
Si	-5.448	-2.753	17.681	0.019	0.01	0.001
Si	-2.639	-0.07	17.639	-0.006	-0.004	-0.005
Si	-0.015	2.727	17.672	-0.014	-0.017	0.003
Si	-2.715	5.427	17.69	-0.009	0.006	-0.009
Si	-0.024	-8.16	17.588	0	-0.006	-0.003
Si	-2.798	-5.378	17.698	-0.004	-0.005	0.002
Si	-0.027	-2.732	17.704	-0.011	0.009	-0.006
Si	1.296	1.359	19.05	0.014	-0.022	-0.008
Si	4.092	4.058	19.022	0	0.012	0
Si	1.318	6.878	19.007	-0.006	0.003	-0.051
Si	4.062	-6.737	19.143	0.042	-0.008	0.006
Si	1.368	-4.109	18.995	-0.007	0.015	-0.007
Si	4.124	-1.333	18.924	-0.001	0.015	-0.027
Si	6.766	1.345	18.934	-0.016	-0.007	-0.011
Si	-6.704	4.128	18.921	0.045	-0.004	-0.042
Si	6.838	6.811	19.096	0.016	0.001	-0.005
Si	-6.76	9.468	19.105	-0.022	0	0
Si	6.722	-4.085	19.104	-0.019	-0.015	-0.036
Si	9.514	-1.398	19.014	-0.012	-0.008	-0.013
Si	-3.936	1.353	18.923	-0.034	0.057	-0.027
Si	-1.337	4.099	19.063	0.026	-0.009	-0.024
Si	-4.081	6.747	19.077	-0.031	0.003	-0.003
Si	-1.43	-6.829	18.901	-0.016	0.002	-0.033
Si	-4.127	-4.02	19.16	0.024	0.006	-0.013
Si	-1.398	-1.436	19.132	-0.024	-0.012	-0.007
Si	0.029	-0.11	20.437	-0.004	0.009	0.04
Si	2.648	2.763	20.368	0.009	0.036	0.037
Si	-0.036	5.541	20.39	-0.011	0.003	0.09
Si	2.615	8.254	20.429	-0.002	-0.008	0.046
Si	-0.098	-5.467	20.219	-0.022	0.012	0.05
Si	2.808	-2.74	20.238	0.059	-0.016	0.056
Si	5.438	0.026	20.35	-0.001	-0.015	0.071
Si	8.129	2.799	20.108	-0.019	0.026	0.014
Si	5.45	5.416	20.403	0.005	-0.013	0.033
Si	8.282	8.063	20.516	0.008	-0.013	0.032
Si	5.398	-5.427	20.614	0.026	0.014	0.048
Si	8.079	-2.659	20.405	-0.011	0.018	0.049
Si	-5.341	-0.003	20.188	0.057	-0.043	0.043
Si	-2.545	2.605	20.403	0.011	-0.025	0.052
Si	-5.304	5.284	20.465	0.029	-0.016	0.051
Si	-2.745	-8.144	20.352	-0.004	0.004	0.087
Si	-5.498	-5.41	20.49	-0.021	0.008	0.047
Si	-2.813	-2.663	20.649	-0.007	0.038	0.082
Si	1.687	-1.265	21.616	-0.278	-0.154	-0.69
Si	3.766	1.11	21.568	0.141	0.195	-0.719
Si	1.597	4.457	21.643	-0.125	-0.208	-0.755
Si	3.835	6.644	21.588	0.158	0.074	-0.714
Si	0.942	-6.934	21.704	0.287	0.1	-0.708
Si	4.269	-3.664	21.823	-0.096	-0.4	-0.735
Si	6.555	-1.473	21.789	0.215	0.179	-0.78
Si	-6.625	1.575	21.23	-0.059	-0.026	-0.734
Si	7.045	4.183	21.641	-0.224	-0.049	-0.635
Si	-6.927	6.314	21.782	0.131	0.298	-0.703
Si	7.089	-6.656	21.762	-0.203	-0.126	-0.741
Si	9.14	-4.261	21.71	0.209	0.063	-0.734
Si	-3.942	-0.87	21.872	-0.128	-0.415	-0.687
Si	-1.417	1.061	21.824	0.165	0.205	-0.665
Si	-4.194	3.519	21.742	0.252	0.441	-0.557
Si	-1.2	7.096	21.74	-0.123	-0.196	-0.75
Si	-3.87	-6.594	21.7	-0.235	-0.119	-0.691
Si	-1.588	-4.405	21.678	0.056	0.314	-0.709
Si	1.901	3.072	-7.079	0.054	-0.019	-0.032
Si	5.515	-3.406	-7.237	0	0.005	-0.03
Si	0.273	-5.047	23.95	-0.004	-0.043	-0.084
Si	6.126	-5.638	-5.25	0.085	-0.08	0.003
Si	7.704	-5.227	26.374	0.031	-0.013	-0.063
Si	6.833	-0.668	-6.889	-0.023	-0.036	-0.071
Si	3.091	-0.651	26.054	-0.074	0.019	-0.026
Si	1.123	3.506	-3.032	0.002	0.104	0.112
Si	-1.369	7.716	-2.746	0	-0.051	0.08
Si	5.694	7.762	23.816	0.115	0.041	-0.143
Si	-4.296	-7.892	-3.32	-0.039	-0.006	0.127
Si	-4.714	-6.541	24.536	0.069	-0.031	-0.052
Si	6.664	2.828	24.462	-0.017	0.015	-0.175
Si	2.181	-1.459	-5.057	0.182	-0.064	0.01
Si	7.893	2.394	-2.036	-0.028	0.077	0.148
Si	-5.524	5.726	-2.284	0.113	-0.038	0.11
Si	-4.609	-2.224	26.338	-0.062	0.032	-0.037
Si	-5.534	5.822	24.472	0.123	-0.107	-0.212
Si	0.622	-1.334	-2.747	0.021	-0.067	0.137
Si	5.26	-7.007	26.455	0.015	0.095	0.061
Si	0.824	0.384	-6.979	-0.018	0.003	-0.091
Si	3.116	-7.786	-2.063	-0.099	-0.053	0.187
Si	-0.85	1.162	-2.9	-0.06	0.081	-0.008
Si	-6.56	-4.009	24.542	-0.023	0.016	0.053
Si	2.279	-2.952	24.044	0.079	0.042	-0.126
Si	-5.391	-0.093	24.55	0.084	0.125	-0.117
Si	-8.144	0.26	23.7	-0.123	-0.04	-0.05
Si	-2.954	1.643	-5.098	-0.091	0.055	-0.044
Si	-0.163	-6.673	-4.622	-0.177	0.043	0.018
Si	-4.583	3.028	24.552	0.079	-0.037	-0.022
Si	1.443	3.873	24.571	-0.081	-0.051	-0.018
Si	6.573	5.553	25.499	-0.005	-0.063	-0.06
Si	5.627	0.168	-2.048	0.037	-0.018	0.123
Si	-3.184	-3.211	-2.093	-0.04	-0.067	0.195
Si	3.689	3.34	-4.728	0.049	-0.054	-0.056
Si	-3.704	-0.964	-6.482	0.006	0.115	-0.023
Si	2.084	7.857	-4.96	-0.085	0.05	-0.005
Si	-7.957	-6.493	-7.047	-0.081	0.07	0.08
Si	6.132	7.934	-6.504	0.158	0.109	0.053
Si	5.423	-5.583	-2.136	0.002	0.099	-0.014
Si	-0.529	1.572	24.834	0.076	0.039	-0.152
Si	-5.252	-5.447	-1.763	-0.088	-0.026	-0.058
Si	-7.381	4.028	-4.276	0.089	0.017	0.05
Si	-2.512	-3.395	-5.055	0.078	-0.134	0.091
Si	-2.422	6.688	24.625	-0.034	0.11	-0.067
Si	3.875	1.966	24.515	-0.02	-0.156	0.017
Si	-1.971	-6.575	25.605	0.012	-0.02	-0.1
Si	-0.088	5.771	-4.662	0.044	0.063	0.089
Si	-6.514	-0.065	-7.199	0.037	0.094	-0.046
Si	4.662	0.255	-4.958	-0.092	0.054	0.063
Si	-5.436	2.721	-6.239	0.088	-0.111	0.036
Si	0.398	-3.629	-4.525	0.045	0.08	-0.044
Si	6.233	4.921	-5.463	-0.052	-0.011	-0.153
Si	-3.102	-6.405	-5.664	0.04	0.083	0.07
Si	1.353	-1.357	5.424	0.007	0.005	0.012
Si	4.074	1.367	5.405	-0.006	0.006	0.006
Si	1.362	4.073	5.41	-0.003	0	0.008
Si	4.071	6.8	5.429	-0.001	0.004	0.003
Si	1.437	9.487	5.487	0.002	-0.003	0.009
Si	4.071	12.228	5.451	-0.004	-0.011	0.005
Si	6.805	-1.347	5.442	-0.007	-0.002	0.006
Si	9.502	1.359	5.415	0	-0.008	0.001
Si	6.795	4.07	5.398	0.003	-0.005	0.003
Si	9.506	6.784	5.444	0.016	0.016	0.009
Si	6.761	9.523	5.48	0.001	-0.013	0.012
Si	9.511	12.252	5.484	-0.006	0.003	0.001
Si	-4.075	-1.315	5.446	-0.011	0.007	0.003
Si	-1.375	1.367	5.423	-0.011	0.007	0.009
Si	-4.081	4.053	5.449	0.007	-0.012	0.006
Si	-1.339	6.77	5.468	0	0.008	0.005
Si	-4.067	-6.797	5.473	0.008	-0.011	0.022
Si	-1.351	-4.038	5.442	-0.01	0.006	0.001
Si	2.722	0.004	6.777	-0.001	-0.005	0.004
Si	5.434	2.723	6.775	-0.005	0.001	-0.005
Si	2.71	5.438	6.785	-0.002	0.012	0.001
Si	5.421	8.144	6.821	-0.006	0.01	0.002
Si	2.751	10.871	6.844	0.004	-0.024	0.001
Si	5.442	-2.719	6.792	0.002	-0.001	0.003
Si	8.159	0.01	6.801	0.001	0.008	-0.002
Si	10.87	2.699	6.796	0.006	-0.011	0.001
Si	8.148	5.419	6.791	-0.004	-0.007	-0.006
Si	10.872	8.153	6.801	0.008	0.006	0.005
Si	8.145	10.882	6.822	0.002	-0.002	0.003
Si	10.885	-2.693	6.805	0.001	-0.001	-0.001
Si	-2.724	0.027	6.814	0.001	0.008	0.007
Si	0.002	2.719	6.78	0	-0.012	-0.002
Si	-2.718	5.416	6.809	0.004	0.002	-0.002
Si	0.019	8.15	6.812	0.002	0.005	0.001
Si	-2.698	-5.422	6.803	-0.009	-0.01	0.005
Si	0.003	-2.7	6.813	0.005	0.003	-0.009
Si	1.366	1.363	8.144	0.007	0.01	-0.005
Si	4.082	4.084	8.142	0.008	0.002	-0.002
Si	1.365	6.789	8.171	-0.007	-0.004	-0.003
Si	4.094	9.513	8.199	-0.001	0.01	0.002
Si	1.358	-4.081	8.166	-0.01	-0.013	-0.005
Si	4.077	-1.358	8.149	-0.01	-0.009	-0.01
Si	6.791	1.367	8.151	0.003	-0.005	-0.009
Si	9.516	4.069	8.154	0.003	-0.004	-0.009
Si	6.797	6.782	8.158	-0.001	0.009	0
Si	9.513	9.512	8.163	-0.007	-0.015	0.001
Si	6.795	-4.068	8.173	0.002	0.003	-0.002
Si	9.521	-1.344	8.167	0.001	0.009	0.001
Si	-4.092	1.363	8.176	-0.005	-0.003	0.005
Si	-1.355	4.065	8.164	-0.01	-0.01	-0.004
Si	-4.078	6.795	8.157	0.003	0.004	-0.006
Si	-1.345	-6.795	8.158	0.008	0.005	0.005
Si	-4.077	-4.07	8.154	0.007	0.002	-0.005
Si	-1.359	-1.342	8.164	0.006	-0.004	-0.007
Si	0.009	0.009	9.514	-0.007	0	-0.002
Si	2.728	2.721	9.505	-0.005	0.001	-0.005
Si	0.001	5.433	9.524	0.002	0.006	-0.007
Si	2.717	8.155	9.535	0	0.009	-0.002
Si	0.003	-5.44	9.531	-0.002	-0.003	0.005
Si	2.722	-2.718	9.518	0.005	-0.001	-0.004
Si	5.44	0.001	9.514	0.004	0.006	-0.001
Si	8.155	2.717	9.521	-0.003	-0.003	-0.001
Si	5.437	5.432	9.521	-0.004	-0.001	-0.005
Si	8.157	8.148	9.516	-0.001	0	0.002
Si	5.448	-5.436	9.539	0.003	-0.023	0
Si	8.16	-2.709	9.523	0.005	-0.003	-0.005
Si	-5.443	0.001	9.536	0.004	0	0.001
Si	-2.723	2.721	9.525	0.001	-0.006	-0.001
Si	-5.442	5.434	9.514	0	-0.005	-0.001
Si	-2.715	8.161	9.511	-0.002	0.004	0.001
Si	-5.438	-5.438	9.508	-0.003	0.005	-0.003
Si	-2.716	-2.716	9.516	-0.001	0.005	-0.003
Si	1.363	-1.356	10.875	-0.006	0.002	-0.002
Si	4.087	1.366	10.875	-0.006	-0.007	-0.005
Si	1.371	4.077	10.873	0.003	-0.01	0
Si	4.084	6.796	10.882	0	0	-0.002
Si	1.36	9.519	10.894	0.001	-0.006	0.003
Si	4.077	-4.079	10.888	-0.001	-0.005	-0.002
Si	6.796	-1.355	10.886	0.002	0.001	0
Si	9.513	1.36	10.89	0.004	-0.003	-0.001
Si	6.8	4.079	10.885	0.001	0.007	0.001
Si	9.517	6.792	10.877	-0.005	0.008	-0.007
Si	6.806	9.513	10.879	0.009	0.015	0.002
Si	9.522	-4.079	10.869	-0.007	-0.001	0.001
Si	-4.077	-1.366	10.88	-0.003	-0.003	0.006
Si	-1.36	1.356	10.871	-0.003	0.007	0.001
Si	-4.081	4.084	10.883	0.004	-0.003	-0.001
Si	-1.356	6.802	10.878	0.004	-0.006	0.003
Si	-4.08	9.521	10.87	0.002	-0.003	0
Si	-1.365	-4.08	10.881	-0.004	0	0
Si	2.73	0.001	12.23	0.007	0.011	-0.001
Si	5.443	2.723	12.249	0.003	0.001	0.001
Si	2.725	5.439	12.239	0.001	0.004	0.001
Si	5.444	8.157	12.238	-0.001	0.001	0
Si	2.719	10.882	12.253	0.002	-0.001	0.002
Si	5.439	-2.723	12.248	-0.005	-0.004	0.003
Si	8.16	-0.004	12.254	-0.005	0	0.001
Si	10.879	2.722	12.243	-0.001	-0.006	-0.003
Si	8.158	5.441	12.248	0.001	0	0.002
Si	10.874	8.162	12.227	-0.006	-0.005	0
Si	8.161	10.882	12.226	0.01	-0.013	-0.003
Si	10.886	-2.732	12.235	0.002	0.002	-0.001
Si	-2.717	-0.003	12.233	0.008	0.002	0.001
Si	0.006	2.715	12.218	-0.008	-0.01	-0.004
Si	-2.717	5.446	12.239	-0.006	0.006	0.008
Si	0.001	8.158	12.251	-0.005	0.011	0.001
Si	-2.724	-5.446	12.242	-0.005	0.001	0.007
Si	-0.002	-2.716	12.231	0.004	-0.001	0.005
Si	1.368	1.365	13.577	-0.005	0	-0.006
Si	4.09	4.098	13.608	-0.012	0.001	0.003
Si	1.367	6.795	13.605	0.015	-0.014	0.001
Si	4.09	9.515	13.6	0.006	0	0.003
Si	1.348	-4.072	13.601	-0.012	0.007	0.006
Si	4.073	-1.365	13.602	-0.007	0.008	0.003
Si	6.8	1.36	13.611	0.006	-0.006	0.01
Si	9.524	4.082	13.604	0.002	0.002	-0.003
Si	6.8	6.808	13.61	0	0.008	0.003
Si	9.508	9.521	13.585	-0.016	0.025	-0.006
Si	6.804	-4.091	13.598	0.009	-0.011	-0.003
Si	9.53	-1.379	13.598	0.016	-0.012	0.002
Si	-4.077	1.353	13.592	-0.008	0.005	-0.001
Si	-1.348	4.069	13.578	0.015	-0.008	0.004
Si	-4.081	6.815	13.59	-0.008	0.007	0.009
Si	-1.362	9.519	13.608	0.005	-0.012	0.005
Si	-4.092	-4.098	13.607	0	-0.005	0.005
Si	-1.362	-1.361	13.593	-0.011	0.005	0.003
Si	0.02	-0.001	14.933	0.001	0.008	0.006
Si	2.707	2.74	14.936	0.009	-0.011	-0.001
Si	0.003	5.421	14.948	-0.015	-0.006	0.005
Si	2.739	8.151	14.961	-0.005	0.01	0.006
Si	-0.008	-5.43	14.966	0.005	-0.002	-0.008
Si	2.7	-2.715	14.969	-0.003	-0.006	-0.006
Si	5.437	-0.012	14.959	0	0.006	0.001
Si	8.169	2.722	14.968	0.004	0.002	0.003
Si	5.445	5.46	14.984	0.007	0.003	0.006
Si	8.146	8.189	14.964	0.016	0.002	-0.001
Si	5.449	10.869	14.965	-0.007	0	0
Si	8.182	-2.753	14.956	0.001	0.006	0
Si	-5.427	-0.019	14.953	-0.005	0.001	-0.01
Si	-2.703	2.709	14.938	-0.004	-0.009	-0.007
Si	-5.434	5.456	14.949	-0.002	0.011	0.001
Si	-2.733	8.17	14.969	0.002	0.008	0.001
Si	-5.466	-5.462	14.964	-0.003	-0.015	0.013
Si	-2.723	-2.73	14.946	0.003	0.005	0.003
O	6.327	4.01	-6.802	0.265	-0.405	0.152
O	-2.716	-5.509	22.127	-0.075	-0.134	0.209
O	5.449	-2.599	22.211	-0.165	-0.195	0.333
O	-6.198	6.604	23.214	-0.069	0.715	0.125
O	-6.387	6.178	25.758	-0.127	-0.044	-0.097
O	-1.249	6.536	-3.838	-0.455	-0.253	-0.146
O	-5.418	-0.028	-0.485	-0.025	0.069	-0.41
O	7.062	-0.81	23.207	-0.317	-0.065	0.475
O	-5.538	2.596	21.883	-0.131	-0.083	0.08
O	4.436	7.407	22.886	-0.341	0.178	0.327
O	2.716	2.588	-0.413	-0.014	-0.076	-0.32
O	-3.978	3.193	26.06	-0.304	0.364	0.299
O	-4.463	4.783	-1.467	0.226	0.062	-0.307
O	5.156	-0.267	-3.516	-0.227	-0.378	-0.199
O	7.385	3.747	-1.295	0.329	0.369	-0.138
O	-1.891	6.539	23.103	-0.026	-0.633	0.238
O	0.924	4.001	23.048	-0.62	-0.292	0.014
O	2.8	-2.707	-0.486	-0.094	0.003	-0.075
O	1.023	4.175	-1.545	-0.515	0.379	-0.139
O	-2.842	-8.004	-0.046	-0.058	0.015	-0.441
O	-2.833	2.89	-0.477	0.117	0.17	-0.121
O	1.214	-6.039	23.051	0.396	0.1	0.228
O	-3.318	-2.456	-6.064	-0.231	-0.164	-0.318
O	1.827	-7.252	-1.243	-0.16	-0.193	-0.321
O	5.457	5.422	-0.546	0.198	0.144	-0.398
O	5.148	-8.01	25.211	-0.38	0.091	0.031
O	4.295	-6.71	-2.011	0.177	0.029	0.248
O	0.831	-1.078	-1.178	-0.498	0.242	-0.043
O	-0.602	5.791	-6.179	-0.108	0.496	0.097
O	-6.679	-4.802	-1.342	-0.271	0.155	-0.602
O	-5.131	1.504	24.44	-0.049	0.025	0.019
O	4.083	1.766	-4.861	-0.027	-0.035	-0.312
O	-3.647	-6.615	-7.169	0.667	-0.065	-0.173
O	1.796	-3.054	-5.167	0.361	-0.488	-0.31
O	1.314	1.773	-6.322	-0.281	0.122	0.331
O	3.641	7.152	-1.399	-0.086	-0.235	-0.407
O	3.406	-3.8	23.213	-0.185	-0.379	0.199
O	-2.685	0.112	22.228	0.097	-0.068	0.105
O	5.282	-4.499	-6.056	-0.633	-0.043	-0.019
O	-0.679	1.473	23.225	0.275	-0.087	-0.165
O	6.345	-1.077	-1.319	-0.036	-0.213	-0.435
O	0.426	-5.214	-4.289	0.313	0.064	0.518
O	-4.4	-7.254	23.111	-0.432	-0.618	0.167
O	-4.453	3.656	-7.151	-0.107	0.231	-0.351
O	-3.352	-5.873	25.112	-0.016	0.471	0.025
O	2.969	-1.987	25.142	0.16	-0.274	0.049
O	0.239	-2.873	-3.089	-0.021	-0.494	0.488
O	0.157	4.303	-4.056	-0.294	-0.329	-0.264
O	-4.507	2.149	-5.016	-0.247	-0.124	0.537
O	-5.307	-6.787	-2.672	-0.456	-0.142	-0.142
O	4.293	1.66	22.99	0.368	0.195	0.022
O	2.871	3.84	-6.043	0.235	0.392	-0.306
O	0.964	-7.428	-5.488	-0.057	0.228	-0.656
O	5.058	5.369	26.043	-0.336	0.238	-0.459
O	-7.449	0.792	22.366	-0.069	-0.267	0.014
O	-2.263	2.56	-6.254	0.678	-0.05	0.057
O	6.218	-5.776	26.012	-0.032	0.474	-0.243
O	1.392	-2.036	23.026	-0.694	0.189	0.238
O	-5.544	-3.089	25.364	0.124	0.084	-0.08
O	-6.343	-6.617	-6.907	0.033	-0.15	0.532
O	-7.546	-6.423	26.468	0.086	-0.035	-0.123
O	-0.651	-5.931	24.93	0.411	-0.339	0.194
O	-4.516	-5.881	-0.417	-0.128	0.282	0.13
O	-4.06	-7.415	-4.838	-0.302	-0.182	-0.263
O	-7.207	1.727	-1.236	0.225	0.063	-0.433
O	-3.717	-1.875	-1.346	0.286	0.24	-0.47
O	-6.778	-3.414	23.055	0.006	0.664	0.031
O	7.255	4.098	25.278	0.46	-0.131	0.541
O	-0.351	-7.427	-3.196	0.328	0.152	0.462
O	-3.585	3.404	23.289	0.784	-0.203	0.234
O	7.628	-7.954	-6.996	0.433	-0.34	-0.073
O	-2.823	-7.916	-2.667	0.096	0.393	0.336
O	-5.315	-0.867	-6.469	-0.171	-0.331	0.457
O	6.602	-7.418	23.124	0.235	-0.076	0.307
O	-1.53	-6.762	-5.486	0.183	-0.263	-0.399
O	3.61	-0.867	-5.522	0.109	-0.342	-0.489
O	5.932	-5.337	-3.66	0.137	0.112	0.205
O	0.999	-0.789	-5.918	-0.376	-0.11	0.169
O	-4.801	-0.664	25.943	0.006	0.275	0.342
O	0.523	2.006	-3.029	0.441	-0.278	-0.048
O	-7.945	-0.357	-6.493	0.05	0.09	0.344
O	8.119	-2.823	-0.475	0.164	0.13	-0.28
O	-1.003	7.049	-1.319	0.388	-0.368	-0.142
O	6.49	3.353	22.929	-0.163	-0.326	0.001
O	-2.03	-3.887	-1.179	0.24	-0.11	-0.247
O	-0.536	-0.364	-3.32	-0.359	-0.198	-0.546
O	3.156	7.722	-6.139	0.153	-0.401	0.032
O	3.109	0.703	25.161	-0.252	0.053	-0.173
O	-3.99	6.281	24.641	0.097	-0.104	0.213
O	6.061	6.505	-5.76	-0.206	0.078	0.194
O	4.757	-4.267	-1.43	-0.043	0.436	-0.433
O	0.437	2.806	25.258	0.073	0.173	0.589
O	4.343	0.676	-1.216	-0.292	-0.031	-0.135
O	-5.833	-5.422	24.302	-0.466	-0.152	-0.298
O	-8.111	5.232	22.108	0.044	0.283	0.475
O	-2.127	-8.145	25.215	0.312	-0.179	-0.091
O	-6.105	1.511	-7.118	-0.113	0.169	-0.367
O	2.683	3.512	-3.471	0.32	0.009	0.434
O	6.656	1.392	-2.141	-0.123	0.176	-0.237
O	5.284	2.376	25.181	-0.004	-0.106	0.681
O	-1.242	1.09	-1.349	0.191	-0.15	-0.143
O	-0.717	0.405	-7.435	0.05	0.488	0.301
O	-3.196	-4.863	-5.174	-0.406	0.031	0.183
O	-7.996	-4.191	25.288	-0.242	0.535	-0.061
O	-1.592	5.65	25.543	0.374	-0.214	-0.163
O	1.493	5.324	25.289	-0.065	0.413	-0.334
O	-0.056	-5.507	-0.463	0.137	-0.153	-0.307
O	-1.965	1.841	25.494	-0.204	0.02	-0.4
O	-4.746	-0.925	23.297	-0.098	-0.283	0.195
O	-4.863	6.924	-3.156	0.149	-0.041	-0.46
O	5.001	4.294	-4.59	-0.031	0.053	0.426
O	2.773	5.507	22.09	0.035	0.161	0.598
O	-3.024	0.071	-5.448	0.211	-0.449	0.412
O	-4.373	-4.263	-2.4	-0.181	0.144	-0.465
O	-0.008	0.185	25.486	0.045	-0.3	-0.33
O	-0.704	-4.129	23.023	-0.229	0.723	0.275
O	-6.985	-0.408	24.597	-0.137	-0.213	0.178
O	7.621	4.867	-4.645	-0.099	0.527	0.298
O	7.667	-5.612	-5.842	0.373	0.3	0.317
O	-0.084	-8.115	22.193	-0.123	-0.232	0.497
O	7.6	1.523	24.515	0.204	-0.119	0.345
O	-6.479	6.402	-1.188	0.104	0.049	-0.076
O	-7.878	2.699	-3.511	0.011	-0.414	-0.34
O	-5.696	4.2	24.364	-0.376	-0.092	0.163
O	-8.113	-8.069	-0.392	0.027	0.091	-0.351
O	-6.617	3.621	-5.633	-0.029	0.459	-0.155
O	5.615	-7.162	-5.542	-0.308	-0.066	0.366
O	-0.929	-3.371	-5.435	-0.03	-0.08	-0.578
O	2.019	-1.018	-3.507	0.538	0.386	0.244
O	2.708	-0.054	22.001	-0.015	0.118	0.335
O	2.785	-7.967	-3.613	-0.017	-0.022	-0.227
O	5.902	0.289	-5.983	0.215	0.75	-0.019
O	6.518	6.395	24.111	0.29	0.019	-0.288
O	6.437	-2.219	-6.63	0.273	-0.229	0.438
O	-2.073	1.782	-3.758	-0.176	0.379	0.284
O	-3.022	-2.527	26.212	0.022	-0.394	-0.628
O	1.273	-4.032	24.725	-0.047	-0.088	0.664
O	2.928	3.259	24.602	0.201	0.221	0.03
O	1.368	6.464	-4.594	0.282	-0.408	0.071
O	6.672	-6.114	-1.257	0.408	0.107	-0.496
O	8.113	-5.452	22.208	0.168	0.165	0.379
O	-6.387	4.841	-3.305	-0.055	0.072	0
O	-2.63	-2.827	-3.547	0.052	0.605	0.014
O	-5.348	-7.584	25.603	0.018	-0.461	-0.086

Results
total energy: -101656.021 eV
total energy less fixed offsets of O -438.25, Si -107.07 eV per atom: -2.821 eV
